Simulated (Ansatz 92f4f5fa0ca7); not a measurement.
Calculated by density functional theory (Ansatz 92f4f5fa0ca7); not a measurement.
Periodic cell of 228 atoms, Si134O92H2, from a study of silicon, its oxide and their interface. The atomic structure is a simulated model.
Doubt: the cutoff is far below the 930 eV that the study's wrapper takes by default for these files, so forces and energies are approximate.
This geometry differs little from another in the collection (a relaxation step or a small displacement).

Settings
functional: PBE
potential files: Ansatz PAW
basis: plane waves
wave-function cutoff: 580 eV
density cutoff ratio: 5
exchange-correlation grid ratio: 1
k mesh: 1 x 1 x 1, Gamma-centred
self-consistency stop: 5e-08 eV per atom in the density residual
occupations: fixed
spin: none
net charge: 0

Cell vectors (angstrom)
a, 10.938, 0, 0
b, 0, 10.938, 0
c, 0, 0, 32.8463

Atoms: element, x, y, z (angstrom)
Si, 0.1918, -0.3235, 25.2912
Si, 5.7521, -0.4, 25.5739
Si, 2.5934, 3.0449, 25.4042
Si, 8.0195, 2.9657, 25.3579
Si, 0.244, 5.1783, 25.3061
Si, 5.749, 5.2024, 25.438
Si, 2.4842, 8.3848, 25.2892
Si, 8.0096, 8.3238, 25.3288
Si, 1.3959, 1.326, 26.5653
Si, 6.8991, 1.3263, 26.689
Si, 4.1226, 4.134, 26.7855
Si, 9.6078, 4.0713, 26.695
Si, 1.3539, 6.8053, 26.6357
Si, 6.8989, 6.7804, 26.7276
Si, 4.0842, 9.4364, 26.7567
Si, 9.5913, 9.4977, 26.6759
Si, 2.7513, -0.0075, 28.0325
Si, 8.2616, -0.0222, 28.0589
Si, 0.032, 2.6719, 28.0262
Si, 5.4895, 2.69, 28.0682
Si, 2.7365, 5.5104, 28.0775
Si, 8.2684, 5.4455, 28.0821
Si, 0.0069, 8.1553, 28.0541
Si, 5.4911, 8.1203, 28.091
Si, 4.1018, 1.3673, 29.428
Si, 9.5708, 1.3673, 29.428
Si, 1.3673, 4.1018, 29.428
Si, 6.8362, 4.1018, 29.428
Si, 4.1018, 6.8362, 29.428
Si, 9.5708, 6.8362, 29.428
Si, 1.3673, 9.5708, 29.428
Si, 6.8362, 9.5708, 29.428
Si, 0, 0, 30.7953
Si, 5.469, 0, 30.7953
Si, 2.7345, 2.7345, 30.7953
Si, 8.2035, 2.7345, 30.7953
Si, 0, 5.469, 30.7953
Si, 5.469, 5.469, 30.7953
Si, 2.7345, 8.2035, 30.7953
Si, 8.2035, 8.2035, 30.7953
Si, 1.3673, 1.3673, 32.1625
Si, 6.8362, 1.3673, 32.1625
Si, 4.1018, 4.1018, 32.1625
Si, 9.5708, 4.1018, 32.1625
Si, 1.3673, 6.8362, 32.1625
Si, 6.8362, 6.8362, 32.1625
Si, 4.1018, 9.5708, 32.1625
Si, 9.5708, 9.5708, 32.1625
Si, 2.7345, 0, 0.6835
Si, 8.2035, 0, 0.6835
Si, 0, 2.7345, 0.6835
Si, 5.469, 2.7345, 0.6835
Si, 2.7345, 5.469, 0.6835
Si, 8.2035, 5.469, 0.6835
Si, 0, 8.2035, 0.6835
Si, 5.469, 8.2035, 0.6835
Si, 4.1018, 1.3673, 2.0507
Si, 9.5708, 1.3673, 2.0507
Si, 1.3673, 4.1018, 2.0507
Si, 6.8362, 4.1018, 2.0507
Si, 4.1018, 6.8362, 2.0507
Si, 9.5708, 6.8362, 2.0507
Si, 1.3673, 9.5708, 2.0507
Si, 6.8362, 9.5708, 2.0507
Si, 0, 0, 3.418
Si, 5.469, 0, 3.418
Si, 2.7345, 2.7345, 3.418
Si, 8.2035, 2.7345, 3.418
Si, 0, 5.469, 3.418
Si, 5.469, 5.469, 3.418
Si, 2.7345, 8.2035, 3.418
Si, 8.2035, 8.2035, 3.418
Si, 1.2575, 1.4757, 4.7325
Si, 6.7855, 1.4548, 4.7692
Si, 4.1197, 4.0885, 4.8243
Si, 9.4993, 4.1884, 4.8787
Si, 1.3471, 6.8348, 4.8045
Si, 6.8187, 6.8911, 4.8366
Si, 4.0884, 9.5806, 4.7114
Si, 9.5908, 9.5229, 4.7173
Si, 2.617, -0.0157, 5.8922
Si, 8.2893, 0.1002, 5.9015
Si, -0.0006, 2.8835, 6.237
Si, 5.4292, 2.6866, 6.3158
Si, 2.7498, 5.5081, 6.1684
Si, 8.0702, 5.5181, 6.3626
Si, -0.0914, 8.1448, 6.1745
Si, 5.481, 8.3783, 6.1481
Si, 3.7176, 1.3663, 7.3649
Si, 9.7971, 1.1643, 7.3363
Si, 1.7291, 3.8567, 7.5581
Si, 6.4043, 4.4035, 7.7326
Si, 4.2933, 6.805, 7.409
Si, 9.6263, 6.7494, 7.6987
Si, 1.0977, 9.8362, 7.2737
Si, 6.9003, 9.9066, 7.3288
O, 5.3215, 5.6274, 7.9063
O, 0.0739, 0.1123, 7.6827
O, 2.7421, 2.5971, 7.784
O, 9.4679, 7.4189, 9.2429
O, 1.3534, 9.5149, 24.8048
O, 6.8257, 4.0395, 24.9296
O, 6.8467, 9.4524, 24.9454
O, 1.4243, 4.0924, 24.8474
O, 7.8158, 8.9276, 8.2711
O, 1.5852, 4.304, 9.1554
O, 1.77, 9.3287, 8.6629
O, 6.6846, 4.0429, 9.3329
O, 10.5666, 5.487, 8.2249
O, 3.885, 0.436, 8.7484
O, 3.7782, 7.5661, 8.7732
O, 9.0348, 1.4454, 8.7845
O, 4.8465, 0.2151, 24.3642
O, 8.8316, 2.4584, 24.0017
O, 10.5034, 5.7726, 23.9208
O, 5.1467, 5.9772, 24.1229
O, 8.6111, 7.6428, 23.9367
O, 3.6048, 2.6383, 24.1475
O, 3.1055, 7.678, 23.9209
O, 10.2507, 0.1947, 23.9801
Si, 4.3653, 8.3135, 18.1038
Si, 8.7108, 8.7999, 9.6319
Si, 7.3706, -0.1506, 14.4207
Si, 2.4656, 3.8531, 17.2491
Si, 4.9736, 5.4798, 17.97
Si, 3.2741, 2.0606, 14.9741
Si, 7.482, 5.2363, 21.0521
Si, 4.2187, 1.3382, 23.3933
Si, 2.4517, 8.1429, 9.5192
Si, -3.8477, 1.0086, 18.7055
Si, 10.1631, -1.3542, 15.6051
Si, 9.2468, 0.6876, 10.2212
Si, 5.1229, 0.0325, 16.6616
Si, 15.9634, 4.1547, 13.3427
Si, 0.5704, 5.0522, 12.4595
Si, 11.0372, 11.9235, 20.5979
Si, 9.2381, 1.1445, 23.1137
Si, 0.5982, 5.5387, 9.5596
Si, 10.5561, -5.576, 17.7674
Si, 13.6213, 2.3549, 19.9124
Si, 4.8797, -1.9888, 21.0816
Si, 6.9746, -0.8932, 11.5018
Si, 6.0986, 3.3128, 10.6786
Si, 15.2572, 4.8563, 20.9359
Si, -0.495, 13.2503, 12.5697
Si, 6.533, 0.6672, 21.733
Si, 7.6053, 2.849, 13.2366
Si, -1.4904, 7.2104, 20.1244
Si, 13.5592, 10.8039, 21.3089
Si, 2.9281, 6.3879, 13.6965
Si, 4.2043, 6.798, 23.0912
Si, 11.1444, 6.6734, 14.954
Si, 7.8258, 3.9237, 18.4459
Si, 2.9786, 9.2105, 12.4909
Si, 9.3479, 6.4895, 23.0227
Si, 9.4697, -0.9059, 18.6461
Si, 5.3001, 0.4656, 9.5531
Si, 12.0396, 0.1007, 13.9522
O, 9.9829, 1.5295, 21.7134
O, 1.0073, 10.6886, 21.183
O, 16.786, -0.7806, 21.5273
O, 12.0111, 13.2126, 20.2686
O, 3.8075, 4.7838, 17.0507
O, 2.7637, 8.0427, 18.3238
O, 5.0757, 4.1493, 11.6808
O, 3.249, 0.8314, 20.1301
O, 6.8493, -1.0084, 13.1151
O, 16.0948, -2.3395, 19.5217
O, 3.2935, -1.5993, 21.2299
O, 13.0257, 5.6728, 12.4769
O, 7.356, 2.9182, 11.624
O, -6.6495, 5.4967, 13.924
O, 2.2915, 3.0814, 15.8156
O, 9.426, 8.7745, 19.6828
O, 12.3219, 6.9422, 9.6701
O, 7.8279, 0.4237, 22.7003
O, 1.5163, 9.7906, 12.9835
O, 2.9319, 0.6218, 22.7108
O, -0.2851, 5.7865, 13.6557
O, 4.1317, 12.0522, 15.9749
O, 5.1555, 7.0176, 17.4535
O, 5.4465, 1.7227, 22.3786
O, -5.4082, -0.6439, 10.745
O, 1.8626, 6.5427, 14.959
O, 5.3657, 12.8938, 10.1785
O, -0.1275, 5.3027, 11.0004
O, 15.214, 5.5604, 19.4638
O, 7.8956, -4.3236, 20.2049
O, 5.6435, 0.745, 18.0313
O, 7.8799, 11.3486, 11.0826
O, 6.3731, 11.1037, 8.3476
O, -0.6152, 11.2967, 19.2639
O, 13.7984, 2.7345, 18.3591
O, 8.0178, 4.0363, 20.0746
O, 9.2027, 4.4397, 17.7332
O, 11.6341, 3.4249, 12.6207
O, 10.1686, 1.7403, 11.0554
O, 9.7393, -0.8769, 9.9216
O, 7.9724, -0.3226, 18.404
O, 7.3401, 1.4192, 13.9769
O, 10.0295, 7.1298, 21.666
O, -0.1354, 11.8959, 13.3649
O, 2.3781, 1.0696, 14.0749
O, 16.8495, 4.8797, 21.3436
O, 6.3325, -0.3515, 15.6441
O, 2.8644, 8.7659, 10.9391
O, 3.498, 5.7295, 22.0559
O, 4.4032, 9.5703, 17.0727
O, -4.3482, 3.9815, 13.8789
O, 4.2151, 2.8629, 13.9209
O, 8.2556, 5.366, 22.4928
O, 11.4908, 10.5128, 15.3912
O, 14.4788, 3.4142, 20.835
O, 8.8288, -0.6972, 14.9146
O, 18.6657, 2.3519, 18.0362
O, 10.5028, 8.1715, 14.8508
O, 3.4242, 7.8874, 13.3407
O, 16.0918, 7.742, 22.1431
O, -12.6654, 3.088, 13.3301
O, 6.427, 4.7005, 17.9851
O, 1.0778, 4.5773, 17.7749
O, 10.5383, -4.7911, 16.3564
O, 7.7032, -2.2476, 10.9228
O, -0.9311, -1.4797, 17.222
O, 6.9696, 1.282, 20.301
O, 10.4082, 6.3515, 19.0836
H, 3.9969, 10.2394, 12.7066
H, 2.5283, 7.3916, 19.003

Results
free energy: -137540.606 eV
free energy less fixed offsets of H -15.97, O -568.88, Si -635.61 eV per atom: 0.034 eV

Forces (eV/angstrom), in the order of the atoms: element, x, y, z
Si, 0.0016, 0.0519, 0.0595
Si, -0.0171, 0.0333, 0.0395
Si, 0.0136, -0.0451, 0.0441
Si, 0.0022, -0.0494, 0.0563
Si, -0.0265, 0.0193, 0.0491
Si, -0.0357, 0.0035, 0.0619
Si, 0.0422, -0.0115, 0.0575
Si, 0.0203, -0.0236, 0.0638
Si, -0.0083, -0.0127, -0.0239
Si, -0.0119, 0.0401, -0.0006
Si, 0.0166, 0.005, -0.0091
Si, -0.0068, 0.0233, -0.0192
Si, -0.0101, -0.0045, -0.0051
Si, 0.012, 0.0104, -0.0207
Si, -0.0213, -0.0132, -0.0308
Si, -0.021, -0.0035, -0.0156
Si, 0.0045, 0.0245, 0.0171
Si, 0.0095, 0.0017, 0.0151
Si, 0.0017, -0.0271, 0.0233
Si, -0.0019, -0.0208, -0.0232
Si, 0.0103, 0.0001, 0.0165
Si, 0.0023, -0.0012, 0.0194
Si, -0.0002, -0.0082, 0.0233
Si, -0.0103, -0.0098, 0.0268
Si, -0.04, -0.1603, 0.0298
Si, 0.2455, -0.1025, 0.0733
Si, -0.0034, -0.0864, -0.2509
Si, 0.1258, -0.1002, -0.0636
Si, -0.0142, -0.1133, 0.5241
Si, 0.1608, -0.0481, 0.3099
Si, -0.0154, -0.0079, -0.2424
Si, 0.059, -0.0313, -0.1666
Si, -0.0505, 0.0322, -0.0139
Si, -0.06, -0.005, -0.0254
Si, 0.0189, 0.0331, -0.0304
Si, -0.0079, 0.0262, -0.0213
Si, -0.0728, 0.0051, 0.0113
Si, -0.1358, -0.0091, 0.0041
Si, 0.08, 0.0529, -0.0109
Si, -0.0145, 0.0187, -0.0042
Si, 0.0105, -0.0596, -0.0209
Si, 0.0193, -0.0419, -0.0251
Si, 0.0477, -0.0474, -0.0038
Si, 0.0036, -0.007, -0.0098
Si, 0.0552, -0.0133, -0.0324
Si, 0.0399, -0.0139, -0.027
Si, -0.0197, -0.0024, -0.0105
Si, 0.0391, 0.0085, -0.0128
Si, 0.0411, 0.0134, 0.0075
Si, -0.0474, 0.0457, 0.003
Si, -0.001, 0.0135, 0.0341
Si, -0.0735, 0.0191, 0.0457
Si, -0.0238, 0.0554, -0.0016
Si, -0.0088, 0.0059, -0.0086
Si, -0.0558, 0.0028, 0.0311
Si, -0.0387, 0.0296, 0.029
Si, -0.0022, -0.0638, -0.0029
Si, -0.0222, -0.1549, 0.0192
Si, 0.0895, -0.0351, 0.0248
Si, 0.1595, 0.1002, -0.0108
Si, -0.0746, -0.0844, 0.0253
Si, -0.0244, -0.0299, -0.0203
Si, 0.0866, 0.0847, -0.0226
Si, 0.0471, 0.0085, 0.0226
Si, -0.0583, 0.0448, -0.3764
Si, 0.0397, 0.3329, -0.2324
Si, 0.0416, 0.265, -0.0675
Si, -0.019, 0.5618, 0.1706
Si, -0.3094, 0.0496, 0.2781
Si, 0.0794, 0.0483, 0.3626
Si, -0.1971, -0.2683, -0.1677
Si, -0.1248, -0.3179, -0.2792
Si, 0.0369, 0.013, -0.0161
Si, 0.0175, -0.0195, -0.0185
Si, 0.0008, -0.0219, 0.0152
Si, -0.0021, -0.0037, 0.0016
Si, -0.0067, 0.0084, -0.0039
Si, -0.0017, 0.0106, -0.0039
Si, -0.0059, 0.0022, 0.0045
Si, -0.0224, -0.0189, -0.0002
Si, 0.0052, -0.0089, 0.0346
Si, -0.0199, 0.007, 0.0116
Si, -0.0338, 0.0096, -0.0067
Si, -0.0025, 0.0334, 0.0225
Si, -0.0008, -0.0169, 0.0104
Si, 0.0134, -0.005, 0.0094
Si, 0.0298, 0.0271, 0.0523
Si, 0.0005, -0.001, -0.0046
Si, 0.026, -0.0491, -0.0914
Si, -0.0745, 0.0816, -0.0401
Si, 0.0143, 0.0386, -0.0516
Si, -0.0063, -0.021, -0.0687
Si, -0.0027, 0.0056, -0.0197
Si, -0.0238, 0.0345, -0.0327
Si, 0.0344, -0.1129, -0.1677
Si, 0.0139, -0.0114, -0.0119
O, -0.0168, 0.0118, 0.018
O, 0.0121, -0.0161, 0.0407
O, -0.0265, 0.0358, 0.0522
O, -0.0037, 0.0252, 0.0375
O, 0.0095, 0.0139, -0.0394
O, 0.007, -0.004, -0.0439
O, 0.0122, -0.0164, -0.0499
O, -0.0004, -0.0003, -0.0389
O, -0.0005, 0.0207, 0.0065
O, -0.0094, 0.0009, 0.0363
O, 0.028, -0.0128, 0.0764
O, -0.0022, -0.0104, 0.0726
O, 0.0259, -0.0282, 0.0099
O, 0.0026, -0.0174, 0.0404
O, -0.0129, 0.0112, 0.024
O, -0.0042, -0.0056, 0.0371
O, -0.0025, -0.0006, 0.0031
O, 0.0127, -0.0088, -0.0231
O, -0.0129, 0.0093, -0.0204
O, -0.0069, 0.014, -0.0107
O, 0.012, -0.0192, -0.0314
O, 0.0198, -0.0091, -0.0209
O, 0.0162, -0.0187, -0.0232
O, -0.0213, 0.0086, -0.0253
Si, -0.0029, -0.0013, 0.0044
Si, 0.0055, -0.0256, -0.027
Si, -0.0037, -0.0022, 0.0037
Si, 0.0005, -0.0012, 0.0036
Si, -0.0058, 0.0005, 0.0098
Si, 0.0018, -0.0075, 0.0033
Si, 0.0015, -0.0029, 0.0026
Si, -0.0103, 0.0099, -0.0068
Si, 0.0069, -0.0129, -0.0061
Si, -0.0007, 0.0038, 0.0126
Si, -0.0028, -0.0007, 0.0038
Si, -0.0029, -0.0002, -0.0108
Si, -0.0019, 0.0005, 0.0085
Si, 0.0015, 0.0017, 0.0003
Si, -0.003, 0.0041, 0.0004
Si, -0.0167, 0.0054, 0.0015
Si, -0.0002, -0.0013, -0.0049
Si, 0.0154, 0.0101, -0.0142
Si, 0, 0.0015, 0.0093
Si, 0.004, 0.0054, -0.0053
Si, 0.0132, -0.0065, -0.0001
Si, -0.0019, 0.0032, 0.0049
Si, 0.0065, 0.0027, -0.0248
Si, -0.0053, 0.0055, -0.0003
Si, -0.0061, -0.0118, -0.0023
Si, 0.0045, 0.0054, 0.004
Si, -0.0059, -0.0031, -0.0019
Si, 0.0048, 0.0037, 0.0097
Si, -0.0038, 0.0041, 0.0045
Si, 0.0078, 0.0025, 0.0107
Si, -0.0061, 0.0027, -0.0039
Si, 0.0038, 0.0001, 0.009
Si, 0.0002, -0.0009, 0.0095
Si, -0.0004, -0.0118, -0.0075
Si, 0, 0.0125, -0.0054
Si, -0.0005, -0.0033, 0.0076
Si, -0.0017, 0.0117, -0.0205
Si, -0.0037, 0.0027, 0.0061
O, 0.0144, -0.0015, -0.01
O, 0.0045, -0.0006, 0.0051
O, -0.0069, -0.0053, 0.0044
O, 0.0046, 0.0006, 0.0047
O, -0.001, -0.0006, -0.0032
O, -0.0021, -0.0243, 0.0267
O, -0.0072, 0.0044, 0.0078
O, 0.0015, 0.004, 0.0001
O, 0.0018, 0.0007, 0.0046
O, -0.004, -0.0012, -0.0103
O, -0.0029, 0.0002, 0.0049
O, 0.0003, -0.0016, -0.0039
O, 0.0078, -0.0011, 0.0085
O, -0.0008, 0.0004, -0.005
O, 0.0028, -0.0007, 0.0011
O, -0.0001, -0.0005, -0.0005
O, -0.0058, -0.0049, -0.0082
O, -0.006, 0.0043, 0.0062
O, -0.0028, 0.0096, -0.0004
O, -0.0068, -0.0075, -0.0031
O, -0.0006, 0.0014, -0.0021
O, -0.0015, 0.0041, -0.008
O, -0.0001, 0.0064, -0.0027
O, 0.0055, -0.0019, 0.0006
O, 0.0054, -0.0154, 0.0098
O, -0.0038, -0.0011, -0.0028
O, 0.0006, 0.0106, -0.0003
O, -0.0047, -0.006, 0.0085
O, 0.0039, -0.0028, -0.007
O, 0.002, 0.0028, 0.0013
O, -0.0032, -0.0038, -0.0091
O, -0.005, -0.0033, 0.0023
O, -0.0012, 0.0058, 0.0186
O, 0.0011, -0.0045, 0.0002
O, -0.0012, 0.0005, -0.0014
O, -0.0013, -0.0011, -0.0031
O, 0.0014, 0.0027, -0.0024
O, 0.0038, -0.0062, -0.0055
O, 0.0048, 0.0069, 0.0149
O, 0.0091, 0.0145, 0.0023
O, 0.0014, 0.0004, -0.0031
O, 0.0025, -0.0009, -0.0026
O, 0.0031, 0.0039, -0.0111
O, 0.0088, -0.0006, -0.0015
O, 0.0037, 0.0026, 0.0029
O, -0.0019, 0.0003, 0.0057
O, 0.0007, 0.002, -0.0014
O, 0.0073, 0.0139, 0.0234
O, 0.0004, -0.0098, -0.0029
O, 0.0045, -0.0039, 0.0009
O, 0.0034, 0.0016, -0.0002
O, -0.0067, -0.0079, 0.0052
O, -0.0086, -0.0041, 0.0005
O, 0.0027, 0.0016, -0.0044
O, -0.004, -0.0077, 0.0041
O, 0.0055, -0.0007, -0.0006
O, -0.0006, -0.0007, -0.0015
O, 0.0011, 0.0003, -0.0013
O, 0.0019, -0.0004, -0.0025
O, 0.0022, 0.0095, -0.0046
O, 0.008, 0.0024, -0.0039
O, 0.002, -0.0008, 0.0007
O, -0.0027, -0.0014, -0.0027
O, 0.0003, -0.0029, -0.0003
O, -0.01, -0.0033, 0.0073
O, 0.0022, 0.0009, -0.0049
O, 0.0041, -0.0018, -0.0114
O, -0.0029, -0.0017, -0.0067
H, -0.0016, -0.0014, -0.0003
H, 0.0052, 0.0271, -0.025

The program warned: the cutoff lies below the one the program advises for these potential files; the forces do not sum to zero within the program's tolerance; the exchange-correlation potential is rough where the density is thin.
